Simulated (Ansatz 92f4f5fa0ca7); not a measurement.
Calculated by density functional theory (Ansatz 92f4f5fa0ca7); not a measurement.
Periodic cell of 222 atoms, Si134O80N8, from a study of silicon, its oxide and their interface. The atomic structure is a simulated model.
Doubt: the cutoff is far below the 930 eV that the study's wrapper takes by default for these files, so forces and energies are approximate.

Settings
functional: PBE
potential files: Ansatz PAW
basis: plane waves
wave-function cutoff: 580 eV
density cutoff ratio: 5
exchange-correlation grid ratio: 1
k mesh: 1 x 1 x 1, Gamma-centred
self-consistency stop: 5e-08 eV per atom in the density residual
occupations: fixed
spin: none
net charge: 0

Cell vectors (angstrom)
a 10.938 0 0
b 0 10.938 0
c 0 0 31.7549

Atoms: element, x, y, z (angstrom)
Si 0.2533 -0.4974 24.2583
Si 5.7705 -0.1933 24.2029
Si 2.6817 2.9882 24.3741
Si 8.0672 3.3229 24.0809
Si 0.3023 5.1032 24.487
Si 6.1383 5.3187 24.1739
Si 2.3991 8.0491 24.2997
Si 8.0965 8.5543 24.2143
Si 1.4151 1.3019 25.4849
Si 6.8411 1.5233 25.4975
Si 4.3627 4.1131 25.6035
Si 9.6408 3.9887 25.6689
Si 1.3329 6.7036 25.8293
Si 6.9626 6.9673 25.5558
Si 4.1685 9.4234 25.4337
Si 9.5929 9.5659 25.7012
Si 2.7925 -0.0838 26.8659
Si 8.2034 0.0985 26.9267
Si 0.0785 2.6161 26.9771
Si 5.5041 2.6922 27.0076
Si 2.8816 5.4067 26.9963
Si 8.2283 5.4543 26.9315
Si -0.0162 8.1767 27.0539
Si 5.494 8.189 26.9551
Si 4.1018 1.3673 28.3367
Si 9.5708 1.3673 28.3367
Si 1.3673 4.1018 28.3367
Si 6.8362 4.1018 28.3367
Si 4.1018 6.8362 28.3367
Si 9.5708 6.8362 28.3367
Si 1.3673 9.5708 28.3367
Si 6.8362 9.5708 28.3367
Si 0 0 29.7039
Si 5.469 0 29.7039
Si 2.7345 2.7345 29.7039
Si 8.2035 2.7345 29.7039
Si 0 5.469 29.7039
Si 5.469 5.469 29.7039
Si 2.7345 8.2035 29.7039
Si 8.2035 8.2035 29.7039
Si 1.3673 1.3673 31.0712
Si 6.8362 1.3673 31.0712
Si 4.1018 4.1018 31.0712
Si 9.5708 4.1018 31.0712
Si 1.3673 6.8362 31.0712
Si 6.8362 6.8362 31.0712
Si 4.1018 9.5708 31.0712
Si 9.5708 9.5708 31.0712
Si 2.7345 0 0.6835
Si 8.2035 0 0.6835
Si 0 2.7345 0.6835
Si 5.469 2.7345 0.6835
Si 2.7345 5.469 0.6835
Si 8.2035 5.469 0.6835
Si 0 8.2035 0.6835
Si 5.469 8.2035 0.6835
Si 4.1018 1.3673 2.0507
Si 9.5708 1.3673 2.0507
Si 1.3673 4.1018 2.0507
Si 6.8362 4.1018 2.0507
Si 4.1018 6.8362 2.0507
Si 9.5708 6.8362 2.0507
Si 1.3673 9.5708 2.0507
Si 6.8362 9.5708 2.0507
Si 0 0 3.418
Si 5.469 0 3.418
Si 2.7345 2.7345 3.418
Si 8.2035 2.7345 3.418
Si 0 5.469 3.418
Si 5.469 5.469 3.418
Si 2.7345 8.2035 3.418
Si 8.2035 8.2035 3.418
Si 1.3056 1.4058 4.7174
Si 6.7863 1.4147 4.8598
Si 4.1386 4.1197 4.812
Si 9.5258 4.1612 4.74
Si 1.3664 6.8198 4.7499
Si 6.7071 6.9066 4.8454
Si 4.0826 9.5825 4.8215
Si 9.5121 9.6413 4.7514
Si 2.6664 0.077 6.0692
Si 8.1897 0.0651 6.2378
Si -0.0686 2.7597 6.0727
Si 5.4075 2.7721 6.3366
Si 2.7916 5.5341 6.1513
Si 8.1165 5.4821 6.1012
Si -0.0805 8.1934 5.9965
Si 5.3004 8.2311 6.3931
Si 3.7511 1.5623 7.5474
Si 9.3259 1.7362 7.5039
Si 1.5783 3.9042 7.2553
Si 7.0357 4.0221 7.5914
Si 3.5189 7.161 7.7594
Si 9.2776 7.0871 7.3135
Si 1.3621 9.4846 7.2537
Si 7.0204 9.3934 7.5179
N 7.7877 5.0263 23.4419
O 1.5208 9.4119 23.9921
N 10.0071 1.4742 9.0909
N 3.1093 6.2718 12.2204
O 9.051 3.195 13.9267
O 8.1324 8.1946 7.6692
O 1.5285 4.0965 23.9709
O 9.8353 4.2667 9.8734
O 2.4362 8.3987 7.8421
O 6.7012 9.8424 9.0853
O 9.8017 6.6257 8.7953
O 6.7576 4.741 9.0801
O 0.9018 4.9438 8.347
O 8.0194 3.4957 20.2823
N 5.6993 2.9261 21.7718
O 3.2863 2.3919 22.9737
O 10.4034 -0.663 22.7977
O 9.4827 11.7818 19.1897
N 8.8746 7.9213 22.7511
N -0.2882 5.7626 22.9973
Si 0.2793 7.4153 11.8671
Si -3.2102 9.905 10.3627
Si 7.7499 5.0832 20.0345
Si 6.6022 0.3051 16.5567
Si 8.9881 6.1338 22.5786
Si 3.9565 11.513 10.4366
Si 6.4707 1.426 11.5227
Si 6.3368 9.1925 18.3349
Si 13.3532 12.2576 19.7372
Si -2.6655 8.1387 12.6576
Si 2.1006 6.3971 13.648
Si 1.644 10.2932 11.7608
Si 6.5502 6.2153 17.6491
Si 0.2841 -0.8569 16.4117
Si 12.5664 12.1314 14.3355
Si 9.9827 2.0682 13.2202
Si 13.4827 -2.749 16.0486
Si 3.1705 3.8258 14.6974
Si 19.6755 10.5812 14.6566
Si 5.2003 4.5828 21.5189
Si 7.338 13.4158 21.3696
Si 10.3235 2.742 10.2407
Si 4.461 1.7161 22.0651
Si 10.7039 10.7276 19.4764
Si 15.4953 5.4603 12.6858
Si 2.4556 3.0402 9.8963
Si 10.1047 8.9167 21.8808
Si 3.5969 5.4372 17.3328
Si 10.7999 5.5373 9.4478
Si 1.0156 6.4939 22.0649
Si -4.3934 4.2386 10.6297
Si 7.6198 14.4816 13.2327
Si 7.8883 11.4262 19.231
Si 14.9209 -0.2482 17.4911
Si 10.5169 -0.096 9.6153
Si -8.32 6.0643 10.5671
Si 6.7425 6.0923 14.4788
Si 13.313 4.4546 20.0054
O 9.6886 2.2782 11.6455
O 3.7689 4.5116 20.8097
O 2.0061 11.0205 13.1813
O 14.2688 -1.3756 16.486
O 4.858 -1.0745 18.6265
O 1.918 2.8895 19.8044
O 14.0274 6.9483 16.9575
O 7.3436 8.7101 11.424
O 5.0795 5.4589 22.9038
O 4.998 11.5966 16.5408
O 0.5698 2.2603 13.6931
O 3.6739 4.2879 16.1753
O -1.3538 11.4943 13.6287
O 6.8746 6.4789 16.0602
O 6.7793 2.1486 12.9548
O 7.7713 5.4332 18.4313
N 2.5798 2.7415 8.1796
O 0.3997 11.0468 11.014
O 3.6976 12.084 20.7374
O 11.8995 8.6133 16.1335
O 0.3891 -3.0492 21.5131
O 6.9583 9.6799 23.7448
O 9.2741 9.8065 9.8242
O 6.7161 -1.3223 16.7951
O 3.3051 2.012 10.8064
O 2.7396 7.6286 14.5256
O 5.4013 5.1739 11.3232
O -2.7955 2.8293 7.8351
O 12.9378 4.941 14.4004
O 4.3036 0.6428 8.831
O -1.2941 -3.1789 11.8557
O 7.6786 11.371 11.0851
O 2.3374 7.0245 22.9541
O 7.2544 1.0484 20.6197
O -9.9697 13.8403 10.4874
O 7.4634 11.4697 15.1976
O 6.923 4.4769 14.3578
O 2.5589 5.0134 18.5003
O 3.5514 6.8167 9.3967
O 4.2418 4.0352 13.4672
O 8.2859 2.3851 22.7175
O 1.0834 0.3748 15.6493
O 11.4993 -0.7294 8.4909
N 0.8697 6.3831 10.5792
O 12.0255 0.4569 20.1861
O 12.1465 8.7503 11.9247
O 8.8226 5.9192 20.9425
O 6.3604 7.6044 18.4695
O 5.1431 5.4342 17.844
O 7.8096 6.8248 13.4904
O 6.1913 2.6409 10.4503
O 2.9405 10.2914 10.7702
O 6.2433 5.397 20.5779
O 13.7604 13.1642 14.7647
O 5.1892 11.3588 11.4835
O 9.6737 -0.833 15.9027
O 5.1236 11.3663 22.8212
O -3.1973 4.3093 11.7673
O 13.8723 11.6891 18.2676
O 8.3139 9.2837 13.8006
O 5.285 6.4254 13.8098
O 7.4781 9.8377 19.2983
O 7.2442 12.0444 17.8461
O 11.2287 10.2042 18.0284
O 9.966 -1.3524 20.3894
O 2.9743 4.5201 10.2084
O 1.3826 5.4479 20.8549
O 11.4817 6.6806 13.2931

Results
free energy: -133764.129 eV
free energy less fixed offsets of N -385.13, O -568.88, Si -635.61 eV per atom: -0.949 eV

Forces (eV/angstrom), in the order of the atoms: element, x, y, z
Si 0.2299 0.0189 -0.014
Si 0.0079 -0.1302 0.0692
Si -0.0637 -0.0704 0.1032
Si 0.1569 -0.0465 -0.043
Si 0.1188 0.0379 -0.2544
Si -0.1392 0.2135 -0.0248
Si 0.3213 0.1835 -0.1596
Si 0.0385 0.0658 -0.3682
Si -0.0116 -0.0675 -0.0378
Si 0.1218 0.0951 -0.075
Si 0.1157 0.1395 -0.0672
Si -0.165 -0.2309 0.1781
Si 0.0999 0.0873 0.2047
Si -0.232 -0.0729 0.2491
Si -0.1336 -0.0859 0.017
Si -0.0261 0.1389 0.1503
Si 0.0368 0.0172 0.0226
Si -0.0628 -0.0855 0.0108
Si -0.1149 -0.0015 -0.01
Si -0.0799 -0.0995 0.1088
Si -0.1271 -0.0484 0.009
Si 0.1351 0.112 0.0443
Si -0.0016 -0.0391 -0.0304
Si -0.0003 -0.0023 -0.041
Si -0.2145 -0.4994 -0.2071
Si 0.13 -0.0702 0.2987
Si 0.4273 -0.35 -0.1735
Si 0.1654 0.0972 -0.0305
Si 0.3986 0.1474 0.3058
Si -0.3521 -0.4088 0.4237
Si 0.2536 0.0907 -0.1221
Si 0.0074 0.3803 -0.3263
Si -0.0434 0.0216 -0.014
Si -0.033 -0.0061 -0.0122
Si -0.1355 -0.0179 0.0019
Si 0.1083 0.1458 -0.0177
Si -0.0597 0.0829 -0.0592
Si 0.0262 0.0978 0.0128
Si -0.0139 0.0605 -0.031
Si 0.0426 -0.0034 -0.0322
Si -0.007 -0.0097 -0.0001
Si -0.0103 -0.0199 -0.0204
Si 0.0368 -0.0444 -0.0169
Si 0.0702 -0.077 -0.0021
Si 0.0337 -0.0433 -0.0177
Si -0.0469 0.0141 0.0007
Si 0.0272 -0.0456 -0.002
Si 0.0788 -0.0445 -0.0143
Si -0.0367 0.0067 0.0106
Si -0.0087 0.0319 -0.0018
Si -0.0176 0.0249 0.0199
Si -0.0078 0.0543 0.0265
Si -0.0608 0.0449 0.0066
Si 0.0432 0.05 -0.0088
Si -0.0579 0.0493 0.0159
Si -0.0408 0.0172 0.0213
Si 0.012 -0.032 0.0582
Si 0.0168 -0.0886 -0.0093
Si 0.0216 -0.0069 -0.0248
Si 0.0471 0.0176 0.0153
Si -0.0127 -0.0672 0.0076
Si 0.0708 -0.0596 0.0611
Si -0.0018 -0.0338 0.0282
Si 0.046 -0.0396 -0.0113
Si -0.228 0.0032 -0.4846
Si 0.0819 0.0022 0.3872
Si 0.0583 0.3764 0.0512
Si -0.2888 -0.0358 0.1237
Si 0.0351 0.014 -0.3689
Si 0.0574 0.117 -0.0128
Si 0.062 0.0763 0.0299
Si -0.5878 0.1545 0.2371
Si -0.0112 -0.0296 0.1037
Si -0.0023 0.0106 0.0271
Si 0.0733 0.0525 0.0682
Si 0.0421 -0.1031 0.0814
Si -0.0433 0.0178 0.0425
Si 0.0243 -0.0228 0.0324
Si 0.0222 0.099 0.026
Si -0.0116 0.0464 0.0986
Si 0.0138 0.0401 -0.0659
Si 0.0192 -0.1322 -0.1872
Si 0.0674 0.0518 -0.2497
Si 0.0331 0.0842 -0.1617
Si -0.0366 -0.2301 -0.3059
Si -0.0737 0.0762 -0.0945
Si 0.0487 0.0201 -0.0783
Si -0.0089 -0.1062 -0.1232
Si -0.2423 -0.0153 0.0964
Si -0.0379 0.0548 0.0938
Si 0.1778 -0.1177 0.1131
Si 0.0676 -0.1276 0.0325
Si 0.143 0.4121 0.4542
Si -0.0767 0.1199 0.0376
Si -0.0807 0.095 0.0951
Si 0.0539 -0.1653 0.0309
N 0.0215 -0.1535 0.0558
O -0.0497 -0.0388 0.0807
N 0.0441 -0.0127 0.1108
N -0.0048 -0.0176 0.048
O 0.0008 -0.0014 -0.0145
O -0.0671 -0.0071 0.0014
O -0.042 0.0343 0.0084
O -0.0091 -0.0135 -0.0042
O 0.0218 -0.0657 -0.1303
O 0.0192 0.0141 0.0165
O 0.0023 0.0027 -0.0037
O -0.0001 0.0187 0.0532
O -0.0588 0.0596 0.0697
O -0.0046 -0.0028 0.0203
N 0.0092 0.0116 -0.0168
O 0.0414 -0.0171 -0.0755
O -0.0899 -0.0719 -0.0347
O 0.0227 -0.0366 0.0101
N 0.0111 0.0441 0.0516
N -0.0503 0.0021 -0.0278
Si 0.0221 0.0102 -0.022
Si -0.0208 -0.0038 0.0294
Si 0.019 0.0323 0.0074
Si 0.0147 0.0053 0.0024
Si -0.1074 -0.0601 0.0766
Si -0.02 0.0016 -0.0138
Si -0.0087 -0.0117 0.0261
Si 0.0135 -0.0044 0.0052
Si -0.0174 0.0146 -0.0003
Si 0.0129 -0.0071 -0.0095
Si -0.0064 0.0332 -0.0118
Si 0.0226 -0.0072 -0.0264
Si -0.0146 0.0209 0.0046
Si -0.0128 -0.008 0.0329
Si -0.0129 0.0041 -0.0221
Si -0.0036 0.0212 0.0042
Si -0.0051 -0.0204 -0.0164
Si 0.0124 0.0232 0.0202
Si 0.0093 -0.0162 -0.013
Si -0.0478 0.037 -0.0035
Si -0.0153 -0.0129 -0.0422
Si 0.047 -0.0113 -0.0461
Si 0.0134 -0.0256 -0.0301
Si -0.0311 0.01 0.0005
Si 0.024 0.0065 -0.0324
Si 0.016 -0.0035 -0.1415
Si 0.0327 -0.0273 -0.0469
Si 0.0039 -0.0166 0.0026
Si 0.0359 -0.0096 -0.0344
Si 0.0768 0.0129 -0.032
Si -0.0013 0.0061 -0.0195
Si 0.0103 -0.0175 0.0107
Si 0.0153 0.0014 -0.0075
Si -0.0129 0.0081 0.0124
Si 0.0192 0.0208 -0.1001
Si 0.1031 0.0241 -0.1419
Si -0.0055 0.0034 -0.0053
Si -0.0184 0.0211 0.045
O 0.0024 0.0002 0.0194
O -0.0165 -0.022 -0.0031
O -0.0039 0.0213 0.0218
O -0.0057 -0.0009 -0.0067
O 0.0041 -0.0011 0.0041
O 0.0242 -0.0059 0.0134
O -0.0038 0.0102 -0.0033
O 0.0152 -0.01 -0.0013
O -0.0099 -0.038 -0.0325
O 0.0035 -0.0048 -0.0075
O 0.0154 -0.0146 0.0054
O -0.0077 0.0045 -0.0157
O -0.0082 -0.0195 -0.0019
O 0.0012 0.0026 0.017
O 0.0097 0.0111 -0.0059
O -0.0123 0.005 0.0097
N -0.0588 0.0194 0.0863
O 0.0149 -0.0034 0.0237
O -0.0013 0.0047 0.0073
O 0.0003 0.0122 -0.0022
O -0.0128 0.0045 0.0171
O 0.0309 0.012 0.0462
O -0.009 -0.0166 -0.0141
O -0.0133 -0.0013 -0.0043
O -0.0174 0.0231 -0.0242
O -0.0063 0.0052 0.0057
O -0.0142 0.0076 0.0241
O -0.0708 0.0441 0.0199
O 0.0092 -0.0133 -0.0072
O 0.0481 -0.0266 0.0013
O -0.0105 0.0018 0.0065
O 0.0018 0.0084 -0.0157
O -0.1598 -0.1091 -0.0689
O 0.0088 -0.0034 0.0049
O -0.0226 0.004 -0.0194
O 0.0015 -0.0029 -0.0074
O 0.0049 0.0099 -0.0007
O 0.0245 0.0064 -0.0232
O -0.1824 -0.1129 0.0455
O -0.0122 -0.0054 0.0022
O -0.0035 0.0126 -0.0206
O -0.0053 -0.0076 0.0078
O 0.0534 -0.0622 0.0179
N -0.0387 -0.0089 0.0427
O -0.001 0.0032 -0.0072
O -0.0134 -0.0076 -0.0036
O -0.0256 -0.0249 -0.0313
O 0.0025 -0.038 -0.0142
O 0.0084 0.0114 0.0013
O -0.0093 -0.0073 -0.0044
O 0.0103 -0.0004 -0.0165
O -0.0072 -0.0072 -0.0068
O 0.0079 -0.0126 -0.0108
O 0.0016 0.002 -0.0037
O 0.0128 -0.0028 -0.0164
O 0.0204 -0.0013 -0.0072
O -0.0244 0.0545 -0.0445
O 0.0027 -0.0025 -0.0118
O 0.0095 -0.008 -0.0026
O 0.015 0.0357 0.0138
O 0.0163 -0.0055 0.0012
O -0.0122 0.0051 -0.0014
O -0.0028 -0.0039 0.0082
O -0.0093 0.0046 -0.0243
O -0.0168 0.0391 -0.023
O -0.0376 0.0168 0.0336
O 0.0207 -0.0107 -0.0002
O 0.0036 -0.0167 0.0061

The program warned: the cutoff lies below the one the program advises for these potential files; the exchange-correlation potential is rough where the density is thin.
